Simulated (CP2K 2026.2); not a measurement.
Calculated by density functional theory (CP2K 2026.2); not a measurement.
Periodic cell of 468 atoms, Si288O180, from a study of silicon, its oxide and their interface. The atomic structure is a simulated model.
Doubt: the forces sum to 1.98 eV/angstrom along one axis rather than to zero, so they err by at least 0.0042 eV/angstrom per atom on average; the grid cutoff is modest.

Settings: functional PBE; method Gaussian and plane waves; basis set DZVP-MOLOPT-SR-GTH; pseudopotentials GTH-PBE; grid cutoff 350 Ry, relative cutoff 50 Ry; k points Gamma only; occupations fixed; spin none; net charge 0.

Cell vectors (angstrom)
a 16.3356 0 0
b 0 16.3356 0
c 2.441 -6.5979 29.9383

Atoms and the computed forces on them: element, x, y, z (angstrom), force x, y, z (eV/angstrom)
Si 1.759 14.754 0.085 -0.151 0.116 0.625
Si 4.39 1.274 0.135 -0.158 0.138 0.656
Si 1.202 4.459 0.112 0.169 -0.17 0.712
Si 3.974 7.158 0.08 0.092 -0.171 0.548
Si 4.139 2.754 29.917 -0.258 0.118 0.623
Si 3.807 12.423 0.24 0.167 -0.007 0.657
Si 6.481 15.275 0.006 0.198 -0.156 0.648
Si 9.313 1.579 0.011 0.146 -0.18 0.594
Si 7.129 3.793 0.284 -0.006 0.189 0.668
Si 9.387 7.217 0.198 0.025 -0.192 0.638
Si 7.188 9.414 0.142 -0.195 0.064 0.6
Si 12.463 5.405 29.775 -0.355 0.286 0.622
Si 15.137 8.126 29.906 -0.181 0.241 0.644
Si 17.167 -4.752 29.812 0.128 -0.246 0.628
Si 12.287 3.842 0.055 -0.025 0.234 0.544
Si 15.291 6.637 0.048 -0.26 0.166 0.714
Si 12.228 9.764 0.17 0.138 -0.167 0.699
Si 14.943 12.512 0.065 0.157 -0.224 0.675
Si 2.805 0.059 1.379 0.025 -0.006 -0.053
Si 5.554 2.688 1.578 -0.003 -0.008 -0.032
Si 2.813 5.563 1.398 -0.003 0.007 -0.038
Si 5.524 8.288 1.404 0.024 0.023 -0.032
Si 2.665 10.877 1.509 0.013 -0.017 -0.031
Si 5.448 13.654 1.36 0.006 0.003 -0.043
Si 8.159 -0.015 1.309 -0.036 0.026 -0.078
Si 10.881 2.638 1.437 -0.032 -0.001 -0.04
Si 8.263 5.507 1.397 -0.004 0.013 -0.023
Si 10.961 8.302 1.506 0.009 0.029 -0.035
Si 8.371 11.014 1.314 0.056 0.018 -0.038
Si 11.017 13.639 1.225 0.019 -0.007 -0.063
Si 13.74 0.09 1.211 0.001 0.02 -0.041
Si 16.331 2.832 1.303 -0.009 0.018 -0.061
Si 13.566 5.492 1.227 0.017 -0.005 -0.037
Si 16.438 8.214 1.346 0.008 -0.027 -0.052
Si 13.763 10.968 1.419 0.014 0.02 -0.052
Si 16.449 13.684 1.396 -0.002 -0.002 -0.039
Si 1.351 1.411 2.651 0.01 0.012 0.001
Si 4.119 4.128 2.748 0.004 0.01 -0.001
Si 1.425 6.873 2.774 -0.019 -0.005 0.03
Si 4.146 9.59 2.795 -0.011 -0.001 0.019
Si 1.311 12.245 2.819 -0.01 0.018 0.026
Si 4.113 15.002 2.777 -0.006 -0.002 0.026
Si 6.884 1.282 2.849 0.014 -0.02 0.027
Si 9.591 4.111 2.763 -0.013 -0.027 0.018
Si 6.822 6.823 2.736 0.001 0.003 0.016
Si 9.6 9.664 2.815 -0.015 0.007 0.048
Si 6.891 12.304 2.647 -0.031 -0.039 0.008
Si 9.58 14.949 2.603 0.005 0.017 0.005
Si 12.3 1.285 2.692 0.024 -0.003 0.017
Si 14.934 4.152 2.673 0.009 0.021 0.034
Si 12.293 6.817 2.715 0.002 -0.034 -0.013
Si 15.057 9.536 2.733 -0.001 -0.011 0.008
Si 12.32 12.311 2.717 -0.012 -0.007 0.025
Si 15.057 15.085 2.675 -0.016 -0.005 0.025
Si 16.383 0.061 4.076 -0.002 -0.003 0.019
Si 2.715 2.751 4.048 -0.007 -0.017 0.002
Si 16.333 5.482 4.059 -0.003 0 -0.007
Si 2.775 8.209 4.138 -0.003 0.007 -0.005
Si 16.326 10.886 4.17 0 0.006 -0.004
Si 2.735 13.62 4.103 0.018 0.005 0.001
Si 5.471 -0.027 4.172 0.013 -0.008 -0.002
Si 8.215 2.739 4.118 -0.013 -0.001 0.003
Si 5.471 5.472 4.118 0.002 0.013 -0.004
Si 8.193 8.218 4.071 0.011 0.006 -0.004
Si 5.526 10.963 4.075 0.012 0.005 0.003
Si 8.223 13.636 4.04 0.012 0.005 -0.003
Si 10.915 -0.044 4.037 -0.007 0.002 0.018
Si 13.615 2.734 4.032 0.014 -0.006 -0.01
Si 10.944 5.468 4.105 -0.008 0.004 0.002
Si 13.658 8.171 4.069 -0.011 0.019 0.011
Si 10.98 10.974 4.144 -0.004 -0.002 0.009
Si 13.67 13.692 4.046 0.009 0.013 -0.005
Si 1.337 -1.368 10.863 -0.009 -0.012 0
Si 4.017 1.335 10.858 -0.001 -0.007 -0.003
Si 1.338 4.11 10.957 -0.009 -0.003 0.013
Si 4.049 6.802 10.969 0.005 -0.016 -0.002
Si 1.349 9.443 10.915 -0.01 0.012 -0.002
Si 4.111 12.184 10.862 -0.023 -0.005 0.009
Si 6.791 -1.378 10.876 0 -0.002 -0.001
Si 9.525 1.409 10.822 0.012 -0.013 -0.004
Si 6.749 4.049 10.878 0.023 -0.015 -0.002
Si 9.448 6.751 10.896 -0.034 0.001 0.003
Si 6.735 9.467 11.005 -0.022 -0.005 0.007
Si 9.43 12.212 10.879 -0.014 -0.017 -0.002
Si 12.22 -1.403 10.787 0.014 -0.003 0.009
Si 14.943 1.33 10.837 -0.018 0.004 0.002
Si 12.218 4.066 10.929 0.001 0.001 -0.006
Si 14.909 6.736 10.912 -0.018 -0.004 -0.02
Si 12.199 9.503 10.865 -0.001 -0.001 0.002
Si 14.996 12.254 10.809 0.002 -0.015 -0.018
Si 2.711 -0.057 12.241 0.018 0.005 -0.007
Si 5.308 2.733 12.21 -0.027 0.021 -0.007
Si 2.681 5.493 12.377 -0.012 -0.017 -0.023
Si 5.373 8.093 12.441 0.032 0.052 0.003
Si 2.815 10.745 12.215 0.028 -0.024 -0.025
Si 5.443 13.556 12.23 0.009 0.005 -0.02
Si 8.157 0.069 12.145 0.006 0.001 -0.023
Si 10.845 2.707 12.278 -0.027 0.017 0.001
Si 8.103 5.351 12.284 0.014 0.016 -0.03
Si 10.803 8.136 12.206 -0.008 0.013 -0.022
Si 8.095 10.863 12.319 0.018 0.026 0.017
Si 10.774 13.652 12.128 -0.015 0.004 -0.026
Si 13.626 -0.127 12.142 0.024 -0.005 -0.031
Si 16.242 2.72 12.21 -0.022 -0.005 -0.028
Si 13.559 5.395 12.339 0.032 0.013 0.002
Si 16.253 8.082 12.261 0.014 0.029 -0.003
Si 13.591 10.929 12.12 0.011 -0.023 -0.013
Si 16.325 13.594 12.213 -0.008 0.02 -0.007
Si 1.285 1.324 13.481 -0.012 -0.007 0.046
Si 4.027 4.069 13.709 0.005 0.01 0.037
Si 1.207 6.768 13.769 0.009 -0.005 0.061
Si 3.979 9.413 13.865 -0.06 0.013 0.053
Si 1.468 12.209 13.391 0.013 0.001 0.009
Si 4.073 -1.444 13.601 -0.003 -0.008 0.046
Si 6.697 1.354 13.457 -0.002 -0.019 0.004
Si 9.45 4.001 13.705 -0.006 0.007 0.043
Si 6.728 6.635 13.73 -0.006 -0.045 0.058
Si 9.471 9.478 13.629 -0.042 0.038 0.08
Si 6.741 12.223 13.703 0.034 -0.039 0.092
Si 9.49 -1.267 13.521 0.012 0.014 0.034
Si 12.235 1.214 13.441 0.009 -0.028 0.032
Si 14.882 3.979 13.717 0.019 -0.059 0.059
Si 12.105 6.758 13.603 -0.011 0.001 0.071
Si 14.869 9.522 13.495 0.002 0.001 -0.001
Si 12.186 12.316 13.39 -0.007 0.003 0.026
Si 14.921 -1.467 13.63 -0.011 -0.008 0.051
Si 16.146 0.123 14.827 0.143 -0.2 -0.648
Si 2.388 2.846 14.848 0.156 -0.11 -0.695
Si 16.493 5.057 15.056 -0.231 0.206 -0.651
Si 2.13 8.438 15.175 0.412 -0.222 -0.644
Si 16.481 10.782 14.596 -0.166 -0.01 -0.616
Si 2.971 -3.097 14.874 -0.042 0.162 -0.702
Si 5.672 -0.241 14.821 -0.245 0.072 -0.675
Si 7.767 2.82 14.893 0.225 0.008 -0.635
Si 5.596 5.078 15.196 -0.219 0.248 -0.651
Si 8.36 7.804 14.908 -0.092 0.204 -0.677
Si 5.182 11.035 15.098 0.235 -0.198 -0.609
Si 7.92 -2.381 14.812 0.099 -0.302 -0.639
Si 11.074 -0.184 14.904 -0.208 0.077 -0.607
Si 13.795 2.183 14.832 -0.065 0.34 -0.674
Si 10.574 5.598 15.033 0.137 -0.18 -0.608
Si 13.179 8.478 14.756 0.222 -0.153 -0.715
Si 11.084 10.795 14.737 -0.326 0.093 -0.642
Si 13.18 -2.517 14.876 0.243 -0.073 -0.671
Si 7.334 9.87 16.833 -0.122 0.062 0.141
Si 4.536 7.46 23.071 -0.028 -0.03 0.017
Si 9.68 -1.678 21.71 -0.12 -0.034 0.067
Si 8.697 2.496 22.108 0.069 -0.124 0.115
Si 3.975 3.551 22.062 -0.119 0.15 -0.053
Si 3.374 2.806 19.079 -0.002 0.162 0.064
Si 17.625 -5.617 26.86 0.018 0.035 0.058
Si 8.513 0.459 19.844 -0.123 -0.102 0.141
Si 2.215 7.67 18.32 -0.067 0.157 0.046
Si 8.853 10.787 19.24 0.062 -0.014 -0.009
Si 11.031 4.173 17.844 -0.069 0.079 -0.089
Si 6.085 -1.327 20.443 0.04 -0.092 -0.013
Si 14.716 12.003 16.795 -0.093 -0.047 0.052
Si 11.735 10.603 20.507 -0.059 0.04 -0.057
Si 7.262 1.918 26.116 0.032 -0.087 -0.127
Si 12.849 2.691 25.38 -0.064 0.074 -0.115
Si 14.789 -1.694 21.456 -0.133 -0.011 0.033
Si 9.69 8.473 26.976 -0.074 -0.007 -0.007
Si 9.18 5.607 25.895 0.056 0.127 -0.012
Si 14.959 4.459 23.85 0.004 -0.05 0.037
Si 4.372 5.566 18.165 -0.033 -0.041 -0.075
Si 10.853 -4.085 24.97 0.035 -0.044 -0.021
Si 12.599 8.037 21.763 0.033 -0.107 -0.117
Si 17.805 -3.499 24.478 0.002 0.055 -0.05
Si 12.17 -3.186 22.298 0.032 -0.006 -0.023
Si 9.478 1.521 17.079 0.137 0.034 0.026
Si 3.022 -1.027 24.099 -0.072 0.053 0.047
Si 17.543 1.165 20.2 0.057 0.024 0.088
Si 12.052 5.168 26.729 0.133 0.079 0.057
Si 8.328 10.443 25.131 0.002 0.004 0.025
Si 3.826 0.972 16.988 -0.075 -0.032 -0.017
Si 5.575 -3.345 27.893 0.148 -0.018 0.074
Si 9.784 5.166 23.023 -0.044 -0.001 0.035
Si 14.73 0.456 26.02 0.008 0.037 0.063
Si 15.752 7.901 22.012 -0.122 0.047 0.006
Si 2.275 -4.255 21.619 0.048 0.053 0.119
Si 16.583 1.992 27.849 0.03 0.053 0.083
Si 10.065 1.462 24.691 -0.026 0.041 0.019
Si 5.65 5.835 20.898 -0.04 0.126 -0.009
Si 13.159 7.354 17.633 -0.124 0.122 0.177
Si 10.418 -1.229 26.149 0.018 0.086 0.113
Si 2.441 4.233 27.703 0.092 0.027 -0.019
Si 2.989 6.357 25.511 -0.03 -0.053 -0.099
Si 1.66 -1.253 17.015 -0.034 0.06 -0.017
Si 13.092 -1.116 27.927 -0.095 -0.077 -0.159
Si 16.218 6.897 24.996 0.054 -0.059 -0.095
Si 14.642 0.176 19.308 0.004 -0.027 0.052
Si 9.258 12.085 16.668 0.056 0.006 0.103
Si 17.119 9.845 20.114 -0.018 -0.179 -0.031
Si 5.816 -0.301 24.912 -0.05 -0.031 0.05
Si 7.881 -1.345 27.986 -0.003 0.034 -0.117
Si 10.904 6.786 19.405 0.079 0.065 0.021
Si 14.955 9.031 26.93 0.024 -0.086 -0.01
Si 14.264 9.847 18.725 0.029 -0.018 0.061
Si 13.462 2.566 17.72 0.076 -0.105 0.011
Si 16.695 5.74 19.974 0.144 0.122 0.02
Si 3.741 8.889 27.042 0.007 0.092 -0.014
Si 4.443 10.353 22.923 -0.005 -0.09 -0.044
Si 14.946 5.021 17.688 0.146 0.015 -0.159
Si 7 8.926 22.863 -0.164 -0.074 0.035
Si 8.49 7.094 21.104 -0.025 -0.096 -0.108
Si 3.143 -1.249 21.043 0.043 -0.029 0.05
Si 7.188 -2.007 23.119 0.065 -0.152 0.039
Si 12.207 10.246 26.991 -0.076 0.037 0.038
Si 5.364 -5.271 25.716 0.05 -0.118 -0.04
Si 16.409 -1.016 23.968 0.141 -0.009 0.081
Si 7.656 -3.667 21.015 -0.105 0.09 0.114
Si 6.085 2.259 23.584 0.026 0.025 -0.044
Si 17.401 3.59 21.937 -0.067 0.021 0.067
Si 7.731 4.064 28.019 0.118 0.008 -0.08
Si 12.547 6.065 23.884 0.06 0 0.093
Si 15.826 -2.29 18.757 -0.046 0.085 0.044
Si 1.377 14.998 5.443 -0.019 -0.004 0.016
Si 4.075 1.386 5.439 -0.006 -0.013 0.007
Si 1.347 4.098 5.418 -0.004 0.006 0.004
Si 4.097 6.811 5.478 -0.004 0.005 0.019
Si 1.388 9.54 5.494 0.005 -0.004 0.01
Si 4.119 12.27 5.445 0.001 -0.001 0.008
Si 6.848 14.94 5.468 -0.002 -0.013 0.018
Si 9.575 1.347 5.424 -0.012 -0.009 0.003
Si 6.82 4.09 5.464 0.003 -0.009 0.019
Si 9.542 6.835 5.429 -0.016 -0.013 0.014
Si 6.822 9.548 5.443 -0.004 0.006 0.012
Si 9.554 12.29 5.454 0.01 -0.01 0.015
Si 12.271 14.977 5.434 -0.011 -0.007 0.006
Si 14.985 1.4 5.411 -0.013 -0.003 0
Si 12.279 4.081 5.441 0.006 -0.01 0.01
Si 14.993 6.817 5.455 -0.002 -0.012 0.014
Si 12.289 9.525 5.452 0.008 0.004 0.013
Si 14.955 12.278 5.458 -0.022 -0.008 0.009
Si 2.73 0.018 6.813 0.01 -0.007 0.012
Si 5.429 2.74 6.815 0.004 0.013 0.016
Si 2.712 5.436 6.804 -0.005 -0.001 0.013
Si 5.452 8.183 6.811 -0.005 0.003 0.013
Si 2.765 10.898 6.819 0.009 0.005 0.001
Si 5.46 13.6 6.829 0.016 -0.007 0.011
Si 8.19 0.001 6.794 0.004 0.004 0.004
Si 10.9 2.728 6.787 0.005 0 0.001
Si 8.173 5.476 6.804 0 0.011 0.015
Si 10.89 8.174 6.815 0.006 0.012 0.003
Si 8.19 10.894 6.796 0.007 0.006 0.005
Si 10.904 13.635 6.816 0.002 0.003 0.008
Si 13.626 0.029 6.769 0 0.011 0
Si 16.324 2.745 6.792 -0.008 -0.006 0
Si 13.625 5.445 6.812 0.007 -0.003 0.015
Si 16.35 8.162 6.829 0.009 0.027 0.007
Si 13.622 10.882 6.826 -0.012 0.01 0.003
Si 16.348 13.621 6.799 0.004 0.005 0.004
Si 1.347 1.384 8.146 -0.012 0.011 -0.011
Si 4.06 4.089 8.193 -0.008 -0.015 -0.001
Si 1.352 6.778 8.182 0 -0.007 -0.002
Si 4.084 9.506 8.19 -0.012 0.012 -0.006
Si 1.376 12.241 8.158 -0.001 -0.004 -0.01
Si 4.079 -1.37 8.175 0.005 -0.001 -0.004
Si 6.793 1.349 8.142 0.012 -0.018 -0.011
Si 9.524 4.091 8.146 -0.015 -0.01 -0.008
Si 6.781 6.811 8.18 0.003 0.006 -0.003
Si 9.496 9.509 8.186 -0.017 0 -0.003
Si 6.806 12.211 8.164 -0.008 -0.01 -0.005
Si 9.527 -1.356 8.173 0.009 -0.002 -0.008
Si 12.255 1.375 8.134 0.005 0.003 -0.008
Si 14.967 4.077 8.186 0.001 -0.007 -0.002
Si 12.234 6.788 8.17 -0.007 0.001 -0.005
Si 14.98 9.509 8.192 0.002 -0.001 -0.013
Si 12.223 12.221 8.158 -0.004 -0.032 -0.004
Si 14.972 -1.349 8.131 -0.014 -0.007 -0.016
Si 16.337 0.006 9.491 -0.009 -0.001 -0.017
Si 2.668 2.739 9.546 -0.002 -0.003 0
Si 16.32 5.43 9.554 0.003 -0.003 -0.002
Si 2.717 8.125 9.542 0.005 0.019 0.001
Si 16.374 10.856 9.529 0.009 -0.022 -0.016
Si 2.72 13.581 9.541 0.005 0.003 0.001
Si 5.433 -0.003 9.525 0.005 0.002 -0.006
Si 8.134 2.738 9.484 -0.004 0.022 -0.009
Si 5.411 5.461 9.56 -0.022 0.006 -0.008
Si 8.109 8.152 9.573 -0.009 0.023 -0.015
Si 5.472 10.832 9.54 0.023 -0.005 -0.009
Si 8.135 13.602 9.503 0.021 -0.011 -0.017
Si 10.893 0.029 9.489 -0.01 -0.003 -0.017
Si 13.576 2.718 9.531 0.009 0 -0.01
Si 10.867 5.429 9.547 0.001 0.004 -0.011
Si 13.588 8.14 9.539 0.018 0.018 -0.023
Si 10.841 10.879 9.532 -0.004 0.014 -0.013
Si 13.609 13.592 9.458 -0.005 0.01 -0.02
O 14.832 -1.084 18.303 -0.172 0.108 -0.655
O 10.004 2.95 17.623 -0.096 -0.023 0.206
O 11.827 -4.253 21.134 0.092 0.304 -0.379
O 5.478 5.467 19.338 0.531 -0.282 -0.239
O 9.134 -3.002 20.96 0.181 -0.255 -0.385
O 2.981 2.036 16.12 0.015 0.218 0.244
O 6.729 3.935 15.517 -0.024 -0.056 0.392
O 7.565 8.41 16.204 -0.447 -0.223 0.378
O 15.407 2.536 28.806 -0.165 -0.115 -0.21
O 3.66 8.844 28.652 -0.191 0.234 0.027
O 9.011 0.641 18.335 -0.133 -0.346 -0.173
O 17.869 -5.093 28.376 0.577 0.157 -0.065
O 6.185 0.659 23.672 0.184 -0.296 -0.28
O 16.883 -0.452 16.161 -0.119 0.098 0.092
O 4.202 -0.437 25.054 -0.246 0.301 0.381
O 13.58 -3.35 16.223 -0.344 0.246 0.275
O 5.103 0.451 16.177 0.31 0.022 0.226
O 4.058 12.167 15.491 0.085 -0.022 0.136
O 12.334 -5.621 28.544 0.479 0.016 -0.06
O 12.926 2.338 16.212 -0.678 -0.061 -0.028
O 10.656 -3.853 29.579 0.098 -0.089 -0.261
O 8.758 -2.82 16.154 0.073 0.491 0.242
O 8.226 1.866 16.128 -0.512 -0.067 0.147
O 13.526 5.788 17.638 -0.466 -0.077 -0.136
O 15.835 11.805 15.671 0.119 0.28 -0.193
O 15.727 10.11 19.338 -0.073 0.257 -0.005
O 16.242 6.977 29.515 0.074 -0.042 -0.28
O 12.732 0.128 28.879 0.252 0.175 -0.297
O 5.253 1.612 29.503 -0.045 -0.082 -0.236
O 11.89 9.48 21.656 -0.253 0.102 0.418
O 10.523 0.619 16.222 0.003 -0.213 0.135
O 7.863 -6.476 29.531 -0.139 -0.128 -0.446
O 17.311 0.759 28.587 0.028 -0.216 -0.075
O 5.242 6.97 29.563 -0.057 -0.009 -0.355
O 2.199 -2.504 16.166 -0.231 -0.301 0.181
O 2.5 -1.084 29.544 -0.085 0.123 -0.536
O 17.797 -4.242 23.031 -0.514 -0.097 0.035
O 2.807 -2.577 24.518 0.477 -0.424 0.339
O 2.501 3.971 22.611 0.121 0.077 0.605
O 9.42 7.343 19.792 -0.101 0.416 -0.323
O 13.622 9.758 26.381 0.182 0.142 -0.716
O 7.258 -0.074 28.766 0.308 0.401 -0.05
O 13.561 4.223 29.556 -0.06 -0.177 -0.471
O 17.628 3.133 27.402 -0.016 0.085 -0.299
O 11.211 -1.892 22.132 0.3 0.486 -0.038
O 14.21 8.196 21.609 -0.085 0.051 -0.107
O 11.336 5.102 23.442 0.294 -0.233 0.07
O 12.782 3.725 26.63 0.438 -0.051 0.337
O 7.015 -0.18 19.772 -0.3 0.146 -0.223
O 6.729 4.854 28.973 -0.361 -0.154 -0.224
O 6.086 7.737 23.529 0.316 -0.167 0.598
O 2.88 -0.273 17.395 -0.058 0.042 0.175
O 3.845 2.848 20.618 0.068 -0.246 0.032
O 8.888 5.173 24.369 -0.683 -0.038 -0.074
O 6.655 -2.236 27.418 -0.037 0.225 -0.211
O 17.454 9.707 15.34 -0.079 0.102 0.358
O 4.504 -1.17 20.145 -0.024 0.026 -0.643
O 17.428 4.434 20.554 0.173 -0.342 -0.45
O 8.836 1.859 25.694 0.033 0.013 0.296
O 12.163 9.673 15.198 -0.065 -0.069 0.532
O 10.593 -0.016 25.089 0.229 -0.077 -0.112
O 6.946 -5.114 25.424 -0.041 0.568 0.225
O 15.393 5.273 19.196 -0.431 0.026 0.382
O 11.862 -3.905 23.714 0.447 -0.255 0.07
O 14.38 -0.743 27.03 0.299 -0.613 0.003
O 7.096 2.663 27.526 -0.339 -0.136 0.364
O 12.128 -1.358 15.382 0.214 0.135 0.4
O 6.301 -1.218 22.031 -0.256 0.645 0.279
O 15.708 5.347 24.986 0.234 -0.195 0.471
O 10.671 1.644 29.568 -0.139 -0.035 -0.272
O 12.639 6.1 25.514 0.159 0.614 0.286
O 17.367 2.013 21.576 -0.104 -0.327 0.395
O 2.177 7.914 16.72 0.096 -0.342 0.02
O 14.082 8.241 18.624 0.522 -0.352 0.368
O 12.308 7.531 23.274 -0.425 0.533 0.473
O 17.79 11.258 20.501 -0.094 0.274 -0.348
O 11.167 4.941 16.409 0.337 0.047 -0.043
O 3.776 7.391 26.466 0.375 -0.308 0.02
O 8.602 1.871 20.628 -0.138 0.322 -0.278
O 4.99 5.561 16.655 0.064 0.168 -0.038
O 16.09 0.807 19.621 -0.037 -0.016 -0.091
O 9.492 6.533 22.232 0.217 0.238 0.081
O 1.906 2.114 19.082 -0.409 -0.018 -0.609
O 9.413 8.052 28.515 -0.069 -0.397 0.07
O 6.446 2.829 25.049 0.012 0.517 0.013
O 8.743 9.688 26.497 -0.316 0.231 0.476
O 7.968 5.066 26.785 -0.432 0.324 -0.282
O 6.629 -2.824 20.062 -0.046 -0.167 -0.686
O 4.908 -4.003 26.588 -0.668 0.368 0.026
O 11.218 8.972 26.858 0.12 -0.396 -0.067
O 16.516 -2.515 24.578 -0.432 -0.294 0.303
O 18.12 5.376 28.647 0.06 0.228 -0.193
O 12.359 3.473 18.439 0.092 0.111 0.74
O 1.842 9.005 19.178 0.218 0.312 0.06
O 16.107 3.922 22.847 -0.127 -0.221 0.028
O 9.458 3.915 22.069 0.186 0.002 -0.659
O 9.192 12.054 18.274 0.154 0.508 0.31
O 7.9 9.796 18.355 -0.306 -0.357 0.431
O 13.653 -2.357 28.805 -0.062 -0.2 -0.192
O 3.788 6.402 24.067 -0.025 -0.376 -0.177
O 2.08 -0.165 20.493 0.016 -0.197 -0.287
O 9.017 -0.915 26.914 -0.241 0.301 0.103
O 14.179 10.558 17.268 -0.322 -0.152 -0.165
O 4.489 -5.252 24.361 -0.447 0.264 0.112
O 9.399 7.202 26.025 0.014 0.101 -0.311
O 15.425 -3.658 18.055 0.145 -0.062 0.127
O 7.882 11.185 20.471 -0.332 -0.486 0.112
O 14.613 8.665 28.466 -0.389 0.124 -0.001
O 10.634 5.238 18.999 -0.131 -0.152 0.275
O 12.158 5.839 28.208 0.054 0.598 -0.258
O 13.591 7.833 16.172 0.202 -0.086 0.026
O 10.309 10.301 19.77 -0.056 -0.492 0.073
O 14.822 3.42 17.537 0.414 -0.193 -0.049
O 11.665 -4.824 26.148 0.089 0.201 0.069
O 17.878 -0.326 24.183 0.044 0.711 0.318
O 4.363 -2.674 28.7 0.01 0.183 -0.377
O 13.683 1.247 18.606 -0.317 0.033 0.349
O 8.663 -2.298 28.998 -0.08 -0.348 0.113
O 15.015 1.197 15.317 0.188 0.224 0.198
O 16.154 10.091 26.805 -0.286 0.216 -0.333
O 4.713 7.046 21.489 -0.259 0.246 -0.468
O 9.469 1.534 23.176 0.032 -0.466 0.008
O 16.725 9.091 21.498 0.234 0.231 0.449
O 10.699 11.656 16.088 0.297 0.235 0.316
O 9.523 -4.939 24.619 -0.191 0.233 -0.42
O 13.699 -2.64 22.198 0.299 -0.191 0.352
O 6.267 -4.511 28.778 -0.058 -0.105 -0.173
O 14.055 -0.442 20.701 -0.66 0.219 0.3
O 15.234 -0.169 24.639 -0.358 0.221 -0.424
O 3.678 11.3 21.878 0.184 0.026 -0.354
O 2.408 9.619 26.509 -0.034 0.017 -0.16
O 15.949 -1.135 22.429 0.335 0.366 -0.056
O 10.502 4.881 26.437 -0.221 -0.277 0.231
O 8.073 9.377 23.958 0.484 -0.55 -0.177
O 15.909 5.568 16.503 -0.034 0.321 0.067
O 3.395 4.271 18.366 -0.611 0.159 -0.043
O 8.255 10.959 16.068 0.071 -0.086 -0.744
O 3.522 -0.883 22.573 0.54 0.221 -0.144
O 2.549 -2.762 21.051 0.065 -0.09 -0.459
O 17.547 6.54 18.877 -0.26 0.051 -0.199
O 9.091 3.654 28.784 0.193 0.203 -0.224
O 10.298 -2.639 25.396 -0.182 0.076 -0.24
O 7.169 2.781 22.534 -0.054 0.298 -0.258
O 17.331 -1.854 18.36 0.301 0.158 0.566
O 15.938 7.665 23.595 0.124 0.143 0.137
O 16.271 6.583 21.261 0.157 -0.271 0.344
O 7.245 6.065 20.999 0.114 -0.262 0.083
O 5.965 10.092 22.426 0.293 0.51 -0.269
O 15.623 -2.529 20.341 0.195 -0.468 0.351
O 6.528 -1.729 24.566 -0.101 -0.52 0.229
O 9.546 -0.482 20.653 0.391 0.226 -0.167
O 15.395 7.697 26.131 -0.092 -0.337 -0.073
O 17.805 6.858 25.279 -0.056 0.049 0.085
O 3.74 8.885 23.089 -0.463 -0.136 0.163
O 17.752 -4.475 25.739 0.06 -0.033 0.028
O 14.02 3.248 24.385 0.051 -0.431 -0.312
O 8.724 -1.469 23.021 0.213 0.207 0.578
O 11.733 -1.405 27.096 0.039 0.014 0.248
O 3.628 3.484 28.533 0.022 0.178 -0.317
O 13.342 1.244 25.853 -0.429 -0.16 0.253
O 9.479 6.744 15.477 0.089 -0.096 0.3
O 7.174 -3.556 22.581 -0.029 -0.455 0.4
O 1.32 3.955 15.418 0.188 -0.073 0.199
O 11.352 2.464 24.775 0.026 0.113 -0.103
O 6.806 -1.304 15.329 -0.108 -0.053 0.283
O 4.347 1.779 18.288 0.665 -0.243 0.239
O 5.126 4.659 21.872 0.141 -0.165 0.314
O 15.916 -3.746 29.424 0.094 -0.21 -0.153
O 13.897 5.491 23.177 0.001 0.328 -0.373
O 11.951 7.028 20.645 0.341 -0.332 -0.141
O 4.568 2.572 23.181 -0.411 -0.38 0.396
O 2.958 4.925 26.313 0.252 -0.314 -0.324
O 5.817 10.383 16.497 -0.246 0.014 0.338
O 11.604 7.509 18.109 -0.321 0.128 -0.147
O 3.678 6.996 18.495 0.384 0.268 0.043
O 7.838 8.493 21.555 0.059 0.476 -0.432
O 6.53 0.447 26.173 0.14 -0.342 0.668
O 15.899 1.438 26.51 0.242 0.305 -0.303
O 13.014 10.457 19.537 -0.102 0.286 -0.04
O 5.053 9.69 26.526 0.432 -0.147 0.17

Results
total energy: -109721.175 eV
total energy less fixed offsets of O -438.35, Si -107.03 eV per atom: 6.465 eV
